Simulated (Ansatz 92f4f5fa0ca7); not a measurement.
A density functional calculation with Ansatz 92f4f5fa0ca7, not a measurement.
Periodic cell of 406 atoms, Si266O140, from a study of silicon, its oxide and their interface. The atomic structure is a simulated model.
Doubt: the cutoff is far below the 930 eV that the study's wrapper takes by default for these files, so forces and energies are approximate.

Settings
functional: PBE
potential files: Ansatz PAW
basis: plane waves
wave-function cutoff: 580 eV
density cutoff ratio: 5
exchange-correlation grid ratio: 1
k mesh: 1 x 1 x 1, Gamma-centred
self-consistency stop: 5e-08 eV per atom in the density residual
occupations: fixed
spin: none
net charge: 0

Cell vectors (angstrom)
a	15.4687	0	0
b	0	12.8259	0
c	0	0	35.8843

Atoms: element, x, y, z (angstrom)
Si	0.0149	1.158	33.2218
Si	3.8395	1.1574	33.2361
Si	7.7351	1.159	33.2255
Si	11.5992	1.1556	33.2283
Si	1.9196	7.564	33.2169
Si	5.786	7.5708	33.207
Si	9.6531	7.5671	33.2219
Si	13.5324	7.5693	33.2004
Si	1.9336	5.247	33.6174
Si	5.8008	5.247	33.6174
Si	9.6679	5.247	33.6174
Si	13.5351	5.247	33.6174
Si	0	11.6599	33.6174
Si	3.8672	11.6599	33.6174
Si	7.7343	11.6599	33.6174
Si	11.6015	11.6599	33.6174
Si	0	4.664	34.8541
Si	3.8672	4.664	34.8541
Si	7.7343	4.664	34.8541
Si	11.6015	4.664	34.8541
Si	1.9336	11.0769	34.8541
Si	5.8008	11.0769	34.8541
Si	9.6679	11.0769	34.8541
Si	13.5351	11.0769	34.8541
Si	0	2.332	35.2664
Si	3.8672	2.332	35.2664
Si	7.7343	2.332	35.2664
Si	11.6015	2.332	35.2664
Si	1.9336	8.745	35.2664
Si	5.8008	8.745	35.2664
Si	9.6679	8.745	35.2664
Si	13.5351	8.745	35.2664
Si	1.9336	1.749	0.6188
Si	5.8008	1.749	0.6188
Si	9.6679	1.749	0.6188
Si	13.5351	1.749	0.6188
Si	0	8.162	0.6188
Si	3.8672	8.162	0.6188
Si	7.7343	8.162	0.6188
Si	11.6015	8.162	0.6188
Si	0	5.83	1.031
Si	3.8672	5.83	1.031
Si	7.7343	5.83	1.031
Si	11.6015	5.83	1.031
Si	1.9336	12.2429	1.031
Si	5.8008	12.2429	1.031
Si	9.6679	12.2429	1.031
Si	13.5351	12.2429	1.031
Si	1.9336	5.247	2.2678
Si	5.8008	5.247	2.2678
Si	9.6679	5.247	2.2678
Si	13.5351	5.247	2.2678
Si	0	11.6599	2.2678
Si	3.8672	11.6599	2.2678
Si	7.7343	11.6599	2.2678
Si	11.6015	11.6599	2.2678
Si	1.9336	2.915	2.68
Si	5.8008	2.915	2.68
Si	9.6679	2.915	2.68
Si	13.5351	2.915	2.68
Si	0	9.328	2.68
Si	3.8672	9.328	2.68
Si	7.7343	9.328	2.68
Si	11.6015	9.328	2.68
Si	-0.2967	-0.1402	26.6962
Si	4.1977	-0.1109	26.6339
Si	7.2975	-0.0971	26.9655
Si	12.0455	-0.2999	26.7323
Si	2.2575	6.0624	26.5017
Si	5.5002	6.4313	26.6427
Si	9.8482	5.9441	26.6321
Si	13.0632	6.2214	26.7365
Si	1.9282	3.7766	26.8812
Si	5.9098	4.0621	26.7943
Si	9.7241	3.677	27.0965
Si	13.527	3.9125	26.9141
Si	0.0173	10.405	26.9944
Si	3.8815	10.4226	27.0398
Si	7.7184	10.4701	27.042
Si	11.6704	10.2196	26.9769
Si	-0.002	3.4076	28.1726
Si	3.9395	3.4179	28.0839
Si	7.7013	3.4048	28.2213
Si	11.6846	3.301	28.2919
Si	1.935	9.8075	28.1949
Si	5.8012	9.824	28.2788
Si	9.676	9.7637	28.1517
Si	13.5706	9.757	28.2736
Si	-0.0305	1.1187	28.7114
Si	3.8998	1.1153	28.6859
Si	7.6232	1.1586	28.8877
Si	11.6617	0.9865	28.7534
Si	1.8619	7.4564	28.5315
Si	5.7917	7.5145	28.7286
Si	9.5597	7.4231	28.5793
Si	13.4872	7.4439	28.7367
Si	1.9366	0.5331	29.8849
Si	5.7317	0.5469	30.071
Si	9.6546	0.4897	29.9361
Si	13.57	0.5087	30.0211
Si	-0.0051	6.9117	29.8896
Si	3.7969	6.9642	29.8782
Si	7.7115	6.9415	29.9385
Si	11.5114	6.9311	29.9163
Si	0.0049	4.5851	30.2711
Si	3.8726	4.5994	30.2374
Si	7.7229	4.6082	30.2964
Si	11.6023	4.5795	30.3208
Si	1.9307	11.0042	30.2765
Si	5.7996	11.0203	30.3502
Si	9.6708	10.9665	30.2564
Si	13.561	10.9873	30.3335
Si	1.9458	4.0395	31.5336
Si	5.7868	4.0674	31.5567
Si	9.6561	4.0266	31.5644
Si	13.5493	4.051	31.5666
Si	0.0215	10.4435	31.5746
Si	3.8529	10.4515	31.5671
Si	7.7482	10.455	31.5675
Si	11.5969	10.4479	31.5579
Si	1.9342	1.7099	31.9579
Si	5.7741	1.7601	32.0655
Si	9.6711	1.6974	31.9822
Si	13.5422	1.7332	32.0293
Si	0.0051	8.1101	31.9521
Si	3.8391	8.1174	31.9679
Si	7.7268	8.1302	31.9822
Si	11.5764	8.1204	31.9779
Si	0	2.332	3.9167
Si	3.8672	2.332	3.9167
Si	7.7343	2.332	3.9167
Si	11.6015	2.332	3.9167
Si	1.9336	8.745	3.9167
Si	5.8008	8.745	3.9167
Si	9.6679	8.745	3.9167
Si	13.5351	8.745	3.9167
Si	1.9299	6.4215	4.3384
Si	5.7923	6.4202	4.3343
Si	9.6773	6.4206	4.322
Si	13.5348	6.4192	4.3291
Si	-0.0043	12.8362	4.3091
Si	3.8618	12.8405	4.3021
Si	7.7432	12.8341	4.3211
Si	11.5844	12.8381	4.2938
Si	-0.0069	5.8653	5.5883
Si	3.8612	5.8881	5.6089
Si	7.7428	5.8372	5.5402
Si	11.6013	5.8546	5.5766
Si	1.9351	12.3055	5.543
Si	5.7908	12.2722	5.5241
Si	9.6823	12.2871	5.5615
Si	13.5098	12.2641	5.499
Si	-0.0179	3.5381	6.0041
Si	3.8782	3.5531	6.0082
Si	7.7695	3.5161	6.0018
Si	11.585	3.5288	6.0133
Si	1.9613	9.9723	5.9262
Si	5.8097	9.9417	5.9682
Si	9.6695	9.9527	5.9473
Si	13.5312	9.9416	5.9428
Si	1.9244	3.0593	7.299
Si	5.837	3.0072	7.2813
Si	9.6799	2.9849	7.3596
Si	13.5097	3.0011	7.3022
Si	0.0347	9.3751	7.1283
Si	3.8668	9.4247	7.2205
Si	7.7561	9.3633	7.2025
Si	11.59	9.3627	7.1774
Si	-0.0335	7.0782	7.6386
Si	3.825	7.0916	7.685
Si	7.7692	7.0096	7.5873
Si	11.5962	7.0275	7.6459
Si	1.8835	13.5239	7.58
Si	5.7686	13.4619	7.5675
Si	9.7161	13.4625	7.627
Si	13.4625	13.458	7.5289
Si	1.8395	6.659	9.0001
Si	5.8321	6.5649	8.8773
Si	9.6799	6.3975	8.8891
Si	13.5161	6.5223	8.9258
Si	-0.0838	12.8258	8.6763
Si	3.7988	13.0354	8.8508
Si	7.7462	12.8164	8.708
Si	11.6246	12.9372	8.9203
Si	1.9173	4.3442	9.4029
Si	5.9322	4.2554	9.413
Si	9.7077	4.1311	9.5698
Si	13.5039	4.24	9.4549
Si	0.0994	10.5344	9.1636
Si	3.8918	10.7008	9.2335
Si	7.791	10.5286	9.2946
Si	11.6911	10.5507	9.2082
Si	0.0112	3.5524	10.5601
Si	3.9179	4.0153	10.5319
Si	7.7755	3.4696	10.8222
Si	11.6522	3.862	10.8856
Si	2.0097	10.288	10.5388
Si	5.7682	10.098	10.4937
Si	9.8166	9.9114	10.4478
Si	13.6591	9.9087	10.3525
Si	-0.3541	1.2884	10.6154
Si	4.1229	1.7337	10.7401
Si	7.3067	1.1832	10.653
Si	12.0135	1.4757	10.9754
Si	2.1669	8.0317	11.0164
Si	6.1958	7.7953	10.9584
Si	9.435	7.6366	10.925
Si	13.5867	7.6097	11.0823
O	13.6107	13.9971	11.3459
O	4.2112	14.5778	14.8505
O	3.3061	0.4954	25.3706
O	13.5911	-0.001	26.1921
O	0.805	0.7736	11.6746
O	7.5085	10.7373	13.283
O	15.5043	9.7356	25.4491
O	-4.3965	0.8444	20.9861
O	7.6008	0.1544	11.957
O	5.6873	14.1349	10.8701
O	9.8906	10.6718	11.9345
O	11.3876	16.5018	18.691
O	19.5319	4.8562	12.0188
O	7.8189	7.7586	10.9159
O	10.6176	-4.1765	16.362
O	2.6886	4.3087	18.2354
O	3.6304	20.2484	11.4628
O	-2.7144	11.5179	13.929
O	1.9309	11.2046	11.9603
O	14.4491	9.5412	13.3361
O	7.5893	3.6788	12.5359
O	11.1023	13.5608	12.1319
O	7.3701	5.633	17.4133
O	-0.0292	16.4359	12.2531
O	17.3426	6.4938	24.9311
O	3.9162	6.5864	14.0874
O	5.8044	0.126	26.229
O	0.4322	-0.0615	21.4001
O	9.0125	10.0143	19.4046
O	1.9388	2.808	25.4918
O	1.3515	8.598	20.4652
O	3.8906	9.4665	25.6714
O	11.765	9.2328	25.6106
O	9.8357	2.7313	25.6775
O	6.0179	3.3034	25.2794
O	-0.8481	-6.0983	12.0554
O	1.7494	-6.1092	22.3013
O	3.8655	6.3348	26.5677
O	-0.7123	7.1748	21.5161
O	13.4978	2.9963	25.4796
Si	3.8174	6.8715	15.6751
Si	11.5944	5.8282	23.0453
Si	12.2432	-0.5393	15.2548
Si	12.5884	7.7834	18.6065
Si	-5.3651	10.1494	15.9807
Si	9.7526	3.5271	18.898
Si	13.3654	13.109	17.8028
Si	1.4774	13.9779	21.6951
Si	8.5722	-1.5347	18.4687
Si	9.1223	10.8822	13.3399
Si	-0.2669	16.5472	16.5258
Si	20.3034	8.6342	24.6387
Si	-12.491	-11.1529	13.763
Si	12.6173	21.0291	24.6689
Si	8.0693	15.7934	13.9307
Si	2.7714	6.6069	23.5631
Si	15.0289	9.7494	23.9
Si	3.3621	0.8573	19.2639
Si	-1.431	23.9165	13.0556
Si	9.7313	-11.6662	25.2321
Si	21.154	13.8584	15.0391
Si	-5.9052	0.8113	20.3333
Si	8.8307	5.9959	18.0024
Si	-3.0228	14.1012	21.7566
Si	-9.9387	-0.792	17.7084
Si	3.5686	-3.1336	17.0274
Si	13.0808	16.0966	23.9298
Si	1.2164	12.447	12.7518
Si	-12.8755	8.0485	19.5578
Si	12.1722	3.0301	17.3903
Si	14.1492	-2.2691	19.0624
Si	5.4002	7.2669	20.511
Si	11.3122	6.4374	12.8324
Si	-0.7799	16.0311	21.4179
Si	10.3798	0.8217	13.5774
Si	0.3602	6.8997	13.1538
Si	14.5468	34.5456	14.821
Si	6.5923	16.063	23.7527
Si	4.3408	6.3928	12.5356
Si	11.8207	-5.1259	15.7604
Si	29.2845	6.0454	20.8235
Si	8.0258	-12.3256	22.9698
Si	-14.7582	-1.9018	16.7461
Si	9.6022	8.4932	19.5196
Si	-7.5591	8.1614	21.9735
Si	-5.7191	16.883	16.2068
Si	6.5608	11.9426	12.7189
Si	20.025	4.73	21.9915
Si	-6.8014	5.6955	23.6743
Si	0.7398	3.9678	13.6386
Si	16.1777	0.9379	17.4359
Si	1.9428	14.1069	24.8956
Si	-0.8467	-0.9734	21.8153
Si	0.727	7.8716	21.7976
Si	7.246	-2.4736	23.8912
Si	-13.6095	-7.2477	17.6443
Si	-9.6273	-6.974	17.8421
Si	3.943	3.8259	19.1453
O	11.2803	3.4466	16.0508
O	19.0872	-7.5762	23.2225
O	9.2031	-4.859	21.0053
O	11.6392	-5.5125	23.7106
O	5.4897	24.0139	11.7574
O	0.6853	12.5175	16.3837
O	-6.51	10.7902	16.9514
O	9.3992	-0.228	19.0618
O	7.3279	11.9279	23.4591
O	-0.8217	4.6427	20.6399
O	21.3488	6.9183	12.3425
O	11.4344	6.33	26.4271
O	1.8852	14.1068	23.264
O	5.3026	4.5081	18.5785
O	-6.3664	-9.6819	17.4295
O	14.7959	13.7028	18.3211
O	3.6814	4.1658	20.7255
O	11.0743	13.1533	25.5706
O	-5.4353	-7.3757	22.8009
O	15.3033	11.9959	13.4764
O	15.3262	7.4792	14.612
O	2.0261	13.5747	18.3503
O	25.3205	5.609	16.7701
O	9.4665	13.6985	23.6486
O	19.6129	2.2412	18.9652
O	11.4893	6.7	14.479
O	16.1174	0.4744	25.4871
O	-1.0486	-2.1471	20.6761
O	2.1195	13.1169	13.9457
O	6.969	-1.1647	18.4112
O	0.3651	5.017	17.312
O	8.8579	7.5536	18.4117
O	13.6321	7.1898	25.4971
O	-3.2651	14.2564	17.8159
O	-1.0226	3.4486	23.0254
O	3.8393	7.7374	20.5734
O	5.7309	9.7274	23.8036
O	-2.1045	6.596	19.3835
O	1.1835	18.3559	13.4467
O	18.3029	13.6813	20.8194
O	-2.0228	2.2598	20.8705
O	0.6411	8.947	22.9982
O	7.8145	-2.7319	25.3964
O	3.8215	7.8602	23.6167
O	5.7276	19.9001	18.9184
O	9.179	30.6701	19.2959
O	2.0425	3.012	13.9296
O	-19.7268	-4.5316	19.3354
O	-3.0965	7.0369	17.1549
O	7.0266	14.5507	23.3396
O	-3.0224	5.8013	21.6618
O	-7.3136	9.532	22.8142
O	3.8459	8.4777	15.9745
O	-0.1716	9.9367	15.8052
O	-10.4109	6.1794	16.4666
O	2.2615	10.5132	16.5468
O	-0.523	11.2467	23.2854
O	8.3865	0.3808	21.3812
O	9.3769	2.0689	13.5889
O	3.5342	1.5058	12.2511
O	15.1622	16.743	14.9024
O	6.8733	14.9635	14.728
O	20.9375	16.3863	22.622
O	0.6957	-10.4165	16.7435
O	4.875	10.6714	17.0606
O	5.5246	5.9018	21.3902
O	5.7645	13.194	16.5443
O	1.3479	20.7892	12.4481
O	13.5473	9.1144	18.606
O	9.5978	9.8327	14.4693
O	9.7968	6.8789	12.3684
O	6.5079	8.2957	21.1186
O	12.2071	2.0743	23.187
O	3.182	-3.6955	18.5085
O	17.4222	-6.0707	18.774
O	16.1645	15.3525	21.1975
O	12.1758	7.5261	11.9349
O	-2.2186	-0.1177	21.984
O	8.7262	4.0694	14.9508
O	-6.1813	2.3744	19.9248
O	11.4939	0.8426	14.7902
O	-15.3608	10.7466	18.267
O	13.6302	11.1345	11.4982
O	-4.1663	11.2454	16.0683
O	-1.9879	-0.1564	16.2289
O	4.4572	-0.2911	18.8599
O	-5.9761	-0.4827	13.9155
O	5.777	12.6621	13.9398
O	9.01	6.1846	25.2049
O	-17.8617	11.7634	18.6881
O	7.8227	4.3072	23.6306
O	5.8238	7.5404	25.3978
O	-3.833	4.9006	12.303
O	-1.9065	9.087	23.6931
O	17.9217	-6.648	16.2495
O	8.4286	13.3509	25.9593
O	23.28	6.881	22.9676
O	-3.2303	4.6663	23.9927
O	13.0214	8.6983	15.3033
O	-1.7708	3.5238	17.1254

Results
free energy: -248720.954 eV
free energy less fixed offsets of O -568.88, Si -635.61 eV per atom: -5.494 eV

Forces (eV/angstrom), in the order of the atoms: element, x, y, z
Si	-0.013	-0.0207	-0.0236
Si	0.024	0.0063	0.0013
Si	-0.0011	-0.0564	-0.0293
Si	0.0129	-0.0016	-0.0327
Si	0.0273	-0.0013	-0.0339
Si	-0.0081	-0.0258	-0.0286
Si	0.0327	0.0285	-0.028
Si	-0.0131	-0.0065	-0.0434
Si	0.0267	-0.2194	-0.1587
Si	-0.0434	-0.0063	-0.0186
Si	-0.0311	-0.1951	-0.0236
Si	0.0565	-0.0712	0.0004
Si	0.0444	-0.1624	0.023
Si	-0.0434	-0.1516	0.0155
Si	0.0504	-0.1262	0.0089
Si	-0.0266	-0.1944	-0.0434
Si	-0.0044	-0.0439	-0.0439
Si	-0.008	-0.0438	-0.0444
Si	0.0059	-0.0491	-0.0392
Si	0.0052	-0.0345	-0.0499
Si	-0.008	-0.0048	-0.0118
Si	0.0041	-0.0486	-0.0419
Si	-0.0208	0.0143	-0.0206
Si	0.001	-0.0303	-0.0384
Si	0.0689	0.024	0.1244
Si	-0.1267	0.0431	0.2188
Si	0.0509	0.0349	0.1443
Si	-0.037	0.0252	0.1484
Si	-0.0313	-0.0133	0.0465
Si	-0.045	-0.0146	-0.0063
Si	-0.0276	-0.0161	0.0929
Si	-0.0029	-0.0257	-0.0395
Si	0.0088	0.0286	0.0388
Si	0.0114	-0.0392	-0.028
Si	0.0077	0.0053	0.0044
Si	-0.0123	-0.0357	-0.0271
Si	0.015	0.0045	-0.0167
Si	0.0249	0.0167	-0.0206
Si	0.0017	0.0073	-0.0141
Si	0.0025	0.0055	-0.0234
Si	0.0118	0.013	0.0202
Si	0.0045	0.0088	0.0189
Si	-0.0026	0.0377	0.0368
Si	-0.0059	0.0061	0.0109
Si	0.0082	-0.024	-0.0018
Si	-0.0025	0.0161	0.0271
Si	0.022	-0.036	-0.0118
Si	-0.0062	0.0002	0.0142
Si	-0.0099	0.0523	0.0653
Si	-0.0617	0.0216	0.0344
Si	0.0443	0.0049	-0.0472
Si	0.0133	0.0079	0.0002
Si	0.0096	-0.0242	-0.1268
Si	-0.0439	-0.0132	-0.1578
Si	0.0424	-0.0202	-0.0477
Si	-0.0713	-0.033	-0.2216
Si	-0.0069	0.051	0.0729
Si	-0.0204	0.0915	0.0774
Si	-0.0047	0.0521	0.0514
Si	0.0167	0.093	0.0751
Si	-0.0145	-0.0042	0.0111
Si	-0.0191	-0.0385	0.0006
Si	-0.0055	-0.0061	0.0098
Si	-0.0026	0.0091	0.0204
Si	0.0069	0.6647	-0.1382
Si	0.0852	0.5871	-0.1881
Si	0.0504	0.6451	-0.2788
Si	-0.0387	0.6058	-0.2197
Si	-0.1907	0.6364	-0.2761
Si	0.014	0.734	-0.3216
Si	-0.2524	0.4299	-0.2705
Si	-0.0053	0.5908	-0.3327
Si	0.0833	-0.5463	-0.452
Si	0.1536	-0.3382	-0.7412
Si	0.092	-0.5262	-0.5363
Si	0.0178	-0.4441	-0.4615
Si	-0.1183	-0.3393	-0.404
Si	0.1033	-0.4789	-0.198
Si	0.0213	-0.2705	-0.4925
Si	0.1853	-0.4543	-0.3018
Si	-0.0709	0.0883	0.2094
Si	0.0809	0.0416	0.44
Si	-0.0654	0.1044	0.266
Si	0.0192	-0.0073	0.2766
Si	-0.0247	0.1167	0.2147
Si	0.0575	-0.0327	0.1583
Si	-0.1081	0.0896	0.2018
Si	0.0859	-0.0312	0.1552
Si	-0.0279	-0.2535	-0.1359
Si	0.0118	-0.1058	-0.2067
Si	0.0544	-0.1547	0.0093
Si	0.0142	-0.2019	-0.139
Si	0.0242	-0.2228	-0.0952
Si	-0.1263	0.0051	0.0671
Si	0.154	-0.1723	-0.0977
Si	-0.037	-0.1124	0.0423
Si	-0.0129	-0.0134	-0.0452
Si	-0.075	-0.0682	0.018
Si	0.0107	0.028	-0.1616
Si	-0.0374	-0.0687	-0.0199
Si	-0.0342	-0.0153	-0.0262
Si	0.0174	-0.2733	-0.0403
Si	-0.0385	-0.0502	-0.0027
Si	-0.0255	-0.0967	-0.0413
Si	0.0594	0.0183	0.0266
Si	-0.0206	0.1372	-0.1603
Si	0.051	-0.0017	0.0178
Si	-0.0095	0.0682	-0.0114
Si	-0.0045	0.0232	0.0561
Si	0.0661	0.0435	-0.0257
Si	-0.0454	-0.0479	0.0865
Si	-0.014	0.0057	0.0075
Si	0.0066	-0.0083	-0.1516
Si	-0.0296	-0.0131	-0.1998
Si	0.0234	0.03	-0.1901
Si	-0.0249	0.0241	-0.1602
Si	0.0021	0.0159	-0.1276
Si	-0.0182	-0.0241	-0.1308
Si	-0.0041	0.0075	-0.1301
Si	0.0133	0.0534	-0.1325
Si	-0.0074	0.0074	-0.0477
Si	-0.0557	-0.0714	-0.0485
Si	-0.0152	-0.0245	-0.0283
Si	0.0054	-0.0742	-0.0418
Si	-0.0071	-0.0103	-0.0056
Si	-0.0262	0.0036	-0.0988
Si	-0.0069	0.0151	0.0144
Si	-0.0553	-0.0686	-0.0584
Si	-0.0355	0.1725	0.2049
Si	0.0185	0.29	0.2162
Si	0.1046	0.0592	0.1609
Si	-0.0602	0.1858	0.1785
Si	0.0779	0.1186	-0.1964
Si	0.0096	0.0856	-0.0009
Si	-0.0072	0.1036	-0.1234
Si	0.0071	0.0234	-0.1692
Si	0.0192	-0.0228	0.069
Si	0.0152	0.0063	0.042
Si	-0.0308	0.0167	0.047
Si	-0.0027	0.0158	0.0732
Si	0.0066	0.0219	0.0119
Si	0.0415	-0.0225	0.0231
Si	-0.0308	0.0577	0.0285
Si	0.0351	-0.0017	0.0077
Si	0.0064	-0.0492	-0.0071
Si	-0.0817	0.0364	0.0125
Si	0.0294	0.0077	0.0692
Si	0.0601	0.0275	0.0126
Si	-0.0589	0.0857	-0.001
Si	-0.0357	0.036	0.0845
Si	0.0322	-0.0338	0.0075
Si	-0.077	0.0834	0.0503
Si	0.0065	0.0694	0.1654
Si	-0.0054	-0.0382	0.1918
Si	-0.0471	0.069	0.2214
Si	0.0242	0.0426	0.2087
Si	0.0153	-0.0939	0.1457
Si	0.0323	-0.0038	0.1127
Si	-0.0401	0.0287	0.1075
Si	-0.0181	0.0147	0.185
Si	0.0181	0.0657	-0.0506
Si	0.0202	-0.0491	0.1305
Si	0.009	-0.0252	0.0494
Si	0.0592	-0.0194	0.1015
Si	-0.0091	-0.0933	-0.0089
Si	-0.0985	-0.0269	-0.0534
Si	0.0216	-0.1543	0.1336
Si	0.0434	-0.0027	-0.0875
Si	-0.0278	0.0509	0.033
Si	0.0423	-0.0589	0.2009
Si	-0.0887	0.235	0.1635
Si	-0.0488	0.0227	0.1074
Si	0.0191	-0.0022	0.1118
Si	-0.0482	0.211	0.0124
Si	-0.0586	0.0637	0.0083
Si	-0.049	0.0752	-0.019
Si	0.0977	0.2044	-0.1242
Si	0.0382	0.1494	0.1882
Si	0.0622	0.1336	0.1543
Si	0.0875	0.0958	0.0332
Si	-0.0264	0.1327	0.1875
Si	0.0597	0.1675	0.0646
Si	-0.1136	-0.0462	-0.0237
Si	0.1585	0.2399	0.1026
Si	-0.1782	-0.0221	-0.3326
Si	0.1704	0.227	-0.5432
Si	-0.0938	0.0563	-0.3696
Si	0.1703	0.1329	-0.4365
Si	-0.0453	-0.1275	-0.1183
Si	0.0502	-0.0255	-0.2184
Si	0.0611	-0.0923	-0.2021
Si	-0.0526	-0.1181	-0.0402
Si	-0.0404	-0.003	0.4099
Si	0.2098	0.3571	0.4949
Si	-0.1593	-0.1014	0.7483
Si	0.0358	0.416	0.5657
Si	-0.0295	0.384	0.269
Si	-0.1023	0.2058	0.2933
Si	-0.0386	0.1393	0.4328
Si	0.0824	0.2175	0.1073
Si	0.1988	-0.6168	0.1177
Si	-0.3048	-0.5813	0.2534
Si	0.0242	-0.5996	0.5347
Si	0.0633	-0.5377	0.2285
Si	-0.1485	-0.2644	0.0171
Si	-0.0375	-0.3862	-0.5142
Si	0.1032	-0.265	-0.4201
Si	-0.052	-0.0483	-0.1008
O	-0.0356	0.1883	-0.3011
O	-0.1324	-0.0165	-0.1837
O	0.0996	-0.0197	0.2109
O	-0.0598	-0.1345	0.2646
O	-0.025	0.0665	-0.1239
O	-0.0857	-0.0909	-0.1861
O	0.0519	0.1327	0.4619
O	0	0.0222	0.0513
O	-0.006	0.2104	-0.3074
O	0.0522	0.101	-0.0598
O	-0.035	-0.0842	-0.1908
O	0.0387	0.0254	-0.0118
O	-0.0749	-0.1142	-0.3221
O	-0.1448	0.046	0.3886
O	0.0615	-0.0399	-0.0638
O	-0.0023	0.0512	-0.0654
O	0.0019	0.0725	0.0091
O	0.0543	0.0067	-0.1492
O	0.0967	-0.2025	-0.3344
O	0.0176	-0.0745	-0.3067
O	-0.0306	0.1559	-0.8188
O	0.1191	0.1291	-0.2775
O	0.0197	-0.0103	-0.0572
O	-0.1025	0.0927	-0.4039
O	-0.0091	-0.1572	0.5521
O	0.0157	-0.0763	-0.3229
O	0.0292	-0.1691	0.3378
O	0.0517	-0.0163	0.0963
O	-0.0034	0.0793	0.0098
O	-0.0036	0.3262	0.3246
O	0.0293	-0.0011	0.0865
O	-0.0724	0.0763	0.2114
O	-0.1706	0.1891	0.3226
O	0.008	0.3155	0.2973
O	-0.2175	0.1871	0.7734
O	-0.0797	-0.0395	-0.1908
O	0.1131	-0.0422	0.1708
O	0.0627	-0.1607	-0.0774
O	0.0562	0.111	0.1211
O	0.0327	0.148	0.5946
Si	0.0414	0.0337	0.5315
Si	0.0708	0.0061	-0.4116
Si	-0.0085	-0.0087	0.2126
Si	0.0851	0.0463	0.1399
Si	0.0508	0.1142	0.0766
Si	-0.0634	-0.0364	0.1101
Si	0.0088	-0.0027	0.0324
Si	-0.2206	0.0756	-0.4139
Si	0.0533	0.0151	-0.0341
Si	0.0546	-0.0334	0.0699
Si	0.0205	-0.0815	0.2607
Si	0.0321	0.0182	-0.2962
Si	0.186	0.0768	0.2092
Si	0.0455	-0.1566	-0.229
Si	-0.0143	-0.1722	0.4524
Si	-0.0996	-0.0787	-0.5163
Si	0.103	0.0754	-0.3589
Si	-0.0427	0.0445	0.0001
Si	-0.1728	0.0595	0.1538
Si	-0.1863	-0.2226	-0.1898
Si	-0.1244	0.0854	0.1242
Si	0.0162	0.0573	0.0081
Si	-0.0027	-0.069	0.0917
Si	0.1144	-0.0736	-0.2407
Si	-0.0534	0.0796	-0.043
Si	-0.0788	-0.0029	0.1409
Si	0.0543	-0.043	-0.5159
Si	-0.072	0.2059	0.1162
Si	-0.046	-0.0526	-0.0591
Si	0.0011	-0.1101	0.0911
Si	-0.0061	0.038	0.0239
Si	-0.0251	-0.0486	-0.0929
Si	-0.1209	0.2587	0.216
Si	0.0294	0.0298	-0.2569
Si	0.0898	-0.085	0.4401
Si	-0.1402	0.0455	0.3869
Si	-0.0803	0.1467	0.4013
Si	0.1827	-0.0983	-0.4713
Si	0.0546	-0.1051	0.1306
Si	0.0221	0.1675	0.2934
Si	0.123	-0.0956	-0.0566
Si	-0.0223	-0.0149	-0.1169
Si	-0.0026	-0.0136	0.185
Si	-0.0004	-0.0924	0.0405
Si	0.0081	0.0409	-0.0736
Si	-0.0068	-0.1446	0.1948
Si	0.0952	0.0903	0.2676
Si	-0.0818	0.0997	-0.2713
Si	0.0626	-0.0215	-0.4329
Si	0.0509	-0.2017	0.2745
Si	-0.0648	0.0852	0.1816
Si	-0.0151	-0.1816	-0.0564
Si	-0.0667	0.062	-0.1994
Si	-0.1019	-0.1119	-0.1241
Si	0.1322	0.0787	-0.4052
Si	0.1013	-0.0281	0.2336
Si	-0.095	0.0134	0.1421
Si	-0.0303	0.1201	0.023
O	-0.0787	0.0613	-0.0789
O	-0.0031	0.0023	0.1915
O	0.0013	0.0107	0.0228
O	0.0438	0.1223	0.2313
O	0.0034	-0.0587	-0.3192
O	0.0022	-0.0381	-0.0894
O	0.0244	-0.0114	-0.0469
O	-0.002	-0.0397	-0.0525
O	-0.0324	-0.0152	0.1444
O	-0.0473	-0.0309	0.0943
O	-0.0329	-0.0849	-0.1035
O	0.0375	-0.087	0.0454
O	0.0707	0.0699	0.425
O	0.0411	0.0024	-0.0667
O	0.0353	0.0862	-0.1754
O	0.0318	-0.0153	-0.0273
O	0.025	0.0446	0.1418
O	0.1195	0.0455	0.0892
O	-0.0331	-0.0212	0.1785
O	0.0826	0.0392	-0.0373
O	0.1008	-0.206	-0.2578
O	-0.0025	-0.0135	-0.0638
O	0.0251	0.0121	-0.0748
O	0.1581	0.1378	0.275
O	0.0439	-0.0732	-0.0156
O	-0.0073	-0.2127	-0.5363
O	-0.127	-0.0649	0.0905
O	-0.0012	0.0094	0.0756
O	-0.116	-0.1945	-0.1934
O	0.049	-0.0335	0.0358
O	-0.0423	-0.0019	-0.1378
O	0.0215	-0.001	-0.0518
O	-0.0211	-0.1816	0.2872
O	0.0325	-0.0093	-0.0417
O	-0.0834	0.0104	0.3056
O	0.0413	0.0061	-0.0018
O	-0.1516	-0.0643	0.2191
O	-0.0854	0.0391	-0.0824
O	0.011	0.1099	-0.137
O	0.0252	-0.0388	0.1057
O	-0.0801	-0.0325	0.122
O	0.0133	0.0577	0.1733
O	0.0398	0.0125	0.5927
O	0.0943	0.0738	0.1831
O	0.0104	0.0197	0
O	0.0193	0.0258	-0.015
O	-0.1098	0.0975	-0.1424
O	-0.0578	0.0318	-0.0078
O	-0.0254	0.0247	-0.1613
O	-0.075	0.0755	0.1624
O	-0.184	-0.0103	0.2048
O	0.0006	0.0265	0.1261
O	0.0083	-0.0942	-0.1352
O	-0.0842	-0.1008	-0.2196
O	-0.0724	0.0147	-0.1859
O	-0.0149	0.0289	-0.0566
O	0.0181	0.0282	0.1939
O	-0.0311	-0.0127	0.0807
O	0.0336	0.0546	-0.1653
O	0.1358	-0.0241	-0.1837
O	0.0469	0.0452	-0.2243
O	0.1889	0.1246	-0.2392
O	0.0219	-0.0319	0.1799
O	-0.0281	-0.0285	-0.0639
O	0.0384	-0.011	-0.0114
O	-0.0103	-0.0588	0.0658
O	0.0348	-0.0604	-0.0382
O	0.1635	0.0948	-0.1771
O	-0.0178	0.0126	-0.039
O	-0.0178	-0.0158	-0.1401
O	-0.0405	-0.0192	-0.1468
O	0.0142	0.0119	0.0531
O	0.0182	0.089	0.2562
O	0.0443	0.0236	-0.0357
O	0.0341	-0.0007	-0.036
O	0.0382	-0.0803	0.1256
O	0.1075	-0.1115	0.1491
O	0.0445	-0.0358	0.0804
O	0.004	0.0632	-0.1752
O	0.0004	-0.0168	0.0294
O	-0.1213	0.0001	-0.3078
O	0.0337	0.0078	-0.0558
O	0.0221	-0.0197	-0.1448
O	0.0055	0.0323	-0.0582
O	-0.0495	-0.0161	-0.1395
O	0.0446	-0.0233	0.0348
O	0.0011	0.0304	0.0249
O	0.0449	-0.1372	-0.1541
O	0.1763	-0.0004	0.5633
O	-0.0097	0.0328	-0.0197
O	-0.0054	0.0169	0.2045
O	0.0119	-0.448	0.4564
O	0.0203	-0.478	-0.5282
O	-0.1116	0.0106	0.1112
O	0.0833	0.0637	-0.2298
O	-0.0536	0.0105	0.0311
O	-0.044	-0.0511	0.1366
O	-0.0174	0.0082	0.2502
O	0.0328	-0.0496	-0.0833
O	0.0084	0.0527	-0.0698

The program warned: the cutoff lies below the one the program advises for these potential files; the forces do not sum to zero within the program's tolerance; the exchange-correlation potential is rough where the density is thin.
